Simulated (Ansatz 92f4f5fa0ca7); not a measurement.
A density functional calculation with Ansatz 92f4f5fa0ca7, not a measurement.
Periodic cell of 223 atoms, Si131O90As2, from a study of silicon, its oxide and their interface. The atomic structure is a simulated model.
This geometry differs little from another in the collection (a relaxation step or a small displacement).

Settings
functional: PBE
potential files: Ansatz PAW
basis: plane waves
wave-function cutoff: 700 eV
density cutoff ratio: 5
exchange-correlation grid ratio: 1
k mesh: 2 x 2 x 1, shifted by 0.5 0.5 0.5 of a step
self-consistency stop: 5e-08 eV per atom in the density residual
occupations: fixed
spin: none
net charge: 0

Cell vectors (angstrom)
a	10.938	0	0
b	0	10.938	0
c	0	0	32.1988

Atoms: element, x, y, z (angstrom)
Si	10.5935	0.2256	24.8605
Si	5.7439	10.6783	24.7469
Si	2.4831	2.9155	24.6406
Si	8.4298	2.4647	24.8233
Si	0.2784	5.1669	24.7547
Si	5.1597	5.7483	24.6875
Si	2.9394	8.006	24.5984
Si	7.9442	8.4337	24.7328
Si	1.3334	1.3824	26.0372
Si	6.8503	1.3115	26.1179
Si	4.0485	4.1064	25.9846
Si	9.6092	4.0614	26.0831
Si	1.4012	6.8275	25.9976
Si	6.7721	6.8506	26.0264
Si	4.1046	9.5353	25.9985
Si	9.4725	9.569	26.1418
Si	2.7308	-0.0085	27.3486
Si	8.1655	-0.0195	27.5491
Si	0.0112	2.719	27.4853
Si	5.4432	2.7457	27.361
Si	2.7302	5.467	27.4242
Si	8.1875	5.4697	27.3579
Si	-0.0016	8.1823	27.3721
Si	5.4408	8.1984	27.4461
Si	4.0858	1.3695	28.7418
Si	9.5747	1.3578	28.8382
Si	1.366	4.1144	28.8085
Si	6.8284	4.0983	28.744
Si	4.0933	6.8207	28.8008
Si	9.5601	6.8256	28.7503
Si	1.3703	9.5616	28.7421
Si	6.7886	9.5507	28.8472
Si	0.0172	-0.0187	30.1528
Si	5.4404	0.0194	30.1562
Si	2.7361	2.7329	30.1444
Si	8.193	2.7446	30.1478
Si	-0.0117	5.478	30.1492
Si	5.4774	5.4608	30.145
Si	2.7264	8.2053	30.1427
Si	8.2076	8.1908	30.1512
Si	1.3673	1.3673	31.515
Si	6.8362	1.3673	31.515
Si	4.1018	4.1018	31.515
Si	9.5708	4.1018	31.515
Si	1.3673	6.8362	31.515
Si	6.8362	6.8362	31.515
Si	4.1018	9.5708	31.515
Si	9.5708	9.5708	31.515
Si	2.7345	0	0.6835
Si	8.2035	0	0.6835
Si	0	2.7345	0.6835
Si	5.469	2.7345	0.6835
Si	2.7345	5.469	0.6835
Si	8.2035	5.469	0.6835
Si	0	8.2035	0.6835
Si	5.469	8.2035	0.6835
Si	4.1111	1.3666	2.0583
Si	9.5745	1.3526	2.0615
Si	1.3454	4.1345	2.0237
Si	6.8453	4.0935	2.0595
Si	4.0829	6.8608	2.0291
Si	9.5705	6.8338	2.0518
Si	1.381	9.564	2.0538
Si	6.8338	9.58	2.0574
Si	0.0174	-0.023	3.4126
Si	5.469	-0.0083	3.4652
Si	2.7484	2.8103	3.3317
Si	8.2033	2.7046	3.4531
Si	0.0018	5.4769	3.4366
Si	5.4547	5.5065	3.3432
Si	2.7648	8.2238	3.4484
Si	8.2119	8.2099	3.3999
Si	1.4211	1.4121	4.6656
Si	6.9232	1.2481	4.8517
As	4.2759	4.0001	4.7856
Si	9.5988	4.0581	4.7979
Si	1.4179	6.8262	4.7899
Si	6.8062	6.8574	4.7307
Si	4.1536	9.5492	4.8816
Si	9.6127	9.5053	4.8031
Si	2.7835	0.1197	6.078
Si	8.2559	-0.1169	6.2706
Si	0.0601	2.6611	6.1194
As	6.1649	2.043	6.9537
Si	2.8483	5.4552	6.0509
Si	8.1261	5.422	6.0338
Si	0.0459	8.1473	6.1623
Si	5.5566	8.179	6.2794
Si	3.9375	1.4841	7.68
Si	9.8413	1.1154	7.5022
Si	1.7628	3.7887	7.2785
Si	6.6961	4.324	7.5648
Si	4.4	6.5403	7.516
Si	9.3721	6.8792	7.3748
Si	1.1673	9.9061	7.3076
Si	7.2158	9.1823	7.7007
O	8.3615	8.0273	7.9699
O	2.9473	2.7853	7.8511
O	9.5266	1.3511	24.2664
O	4.0575	6.8654	24.125
O	0.0442	-0.0062	7.9916
O	5.4572	5.342	7.9909
O	6.8528	9.5671	24.2013
O	1.3713	4.0577	24.168
O	3.797	7.2473	8.9095
O	1.108	4.4249	8.6322
O	9.864	5.975	8.673
O	2.1919	9.3691	8.478
O	7.5352	3.9789	8.9536
O	4.2591	0.9206	9.2109
O	6.7737	9.5446	9.249
O	9.1983	1.8365	8.8449
O	7.7134	3.1486	23.5166
O	10.5016	5.8418	23.4453
O	5.0993	0.4383	23.4112
O	5.8677	5.0902	23.3568
O	3.1087	2.2049	23.2772
O	2.3021	8.7164	23.2306
O	8.6208	7.7495	23.3935
O	0.2437	10.3445	23.5825
Si	4.3967	1.568	22.476
Si	3.5126	7.9032	14.0494
Si	7.1308	0.9572	14.674
Si	0.953	9.3527	22.5242
Si	1.1764	4.2854	11.8719
Si	6.2843	8.9517	15.3336
Si	0.7411	1.342	12.3101
Si	8.6417	4.9431	20.5174
Si	0.3775	5.6792	9.3375
Si	5.1416	3.1238	17.9868
Si	0.926	3.7478	16.776
Si	10.4309	2.8416	19.2466
Si	5.2819	1.1595	10.4912
Si	0.9125	0.172	19.8521
Si	6.6725	9.4231	10.8888
Si	9.3691	9.6683	18.333
Si	9.4289	9.2127	12.5833
Si	6.5766	3.8431	22.5849
Si	2.4431	8.0471	9.3784
Si	10.6188	7.3562	17.0914
Si	2.5456	6.2733	16.6055
Si	10.2001	4.477	14.2212
Si	6.1693	9.1762	18.5314
Si	8.0051	2.5872	9.6802
Si	8.9507	2.1165	12.512
Si	5.3654	6.2408	18.0918
Si	3.9488	0.5476	19.4815
Si	4.2548	3.8301	12.12
Si	5.5623	6.5698	12.1541
Si	8.0401	2.4996	17.2419
Si	4.3814	2.488	15.009
Si	1.5823	1.2043	15.2832
Si	1.6124	9.3862	12.0469
Si	8.0745	6.8329	13.8787
Si	10.4106	9.821	15.4974
Si	9.8124	7.012	22.5545
Si	8.1297	5.4763	17.4132
O	6.072	7.9114	11.284
O	6.0456	9.1846	16.9148
O	7.7304	1.3257	13.2084
O	1.0079	1.7462	13.8654
O	9.4326	6.2719	16.8862
O	6.7821	6.187	13.1527
O	5.1548	4.6629	18.6494
O	9.2684	2.1509	18.2817
O	2.3933	0.0943	19.0821
O	9.4342	10.2154	16.7707
O	2.7846	4.4408	11.7314
O	5.0947	10.315	19.1193
O	9.4789	3.164	13.6161
O	0.4848	1.7598	19.9779
O	3.205	1.341	15.1558
O	8.1912	5.3636	19.0257
O	3.9197	6.6044	17.4213
O	4.6399	3.2741	16.4267
O	9.061	5.629	14.3277
O	5.4545	2.7581	22.1357
O	10.7411	4.2144	15.718
O	0.3778	3.8647	18.3098
O	10.4525	10.5178	19.2178
O	9.6643	9.9909	14.0431
O	10.9091	8.1236	22.0973
O	1.189	2.16	16.537
O	9.7494	3.7409	20.4318
O	8.1723	4.0224	16.6873
O	-0.002	9.0795	11.9166
O	6.631	2.4333	18.066
O	5.5925	10.652	11.2609
O	7.7809	9.5839	18.8554
O	10.0902	0.9857	12.1206
O	1.1944	7.057	9.1242
O	0.6101	4.7557	13.3316
O	5.7439	7.6151	19.006
O	5.2445	5.0436	11.5657
O	2.7399	6.9579	15.1383
O	0.9403	2.7132	11.4616
O	0.8823	10.6836	15.5533
O	2.4623	8.5778	10.9108
O	4.6508	2.3796	11.4168
O	4.1958	3.5478	13.7575
O	2.2671	4.6567	16.5371
O	10.7526	8.2393	15.7157
O	6.9168	10.2942	14.692
O	2.3667	8.922	13.4361
O	8.022	1.5064	15.9412
O	4.1514	6.976	12.8719
O	4.2134	2.0063	18.7541
O	7.3015	4.4134	21.2605
O	8.5536	2.9498	11.1727
O	1.2001	6.8294	17.3757
O	5.6844	1.6245	14.701
O	8.1601	9.714	11.6099
O	9.2149	6.2831	21.2368
O	9.0063	7.6778	12.8713
O	1.7041	0.0913	11.8811
O	6.6591	6.1309	17.0733
O	7.4237	7.8002	15.0414
O	1.2373	10.2825	21.2246
O	10.0729	8.1948	18.3723
O	3.9611	0.8336	21.0953
O	0.3194	5.2769	10.8988
O	6.7263	1.6156	9.9028
O	4.7955	8.6811	14.706

Results
free energy: -144194.556 eV
free energy less fixed offsets of As -4857.07, O -569.03, Si -635.61 eV per atom: -2.806 eV

Forces (eV/angstrom), in the order of the atoms: element, x, y, z
Si	-0.0187	0.0114	-0.039
Si	0.0172	-0.0094	-0.0404
Si	-0.0126	0.0099	-0.0387
Si	0.0118	-0.0123	-0.0367
Si	0.0076	-0.0187	-0.0372
Si	-0.0101	0.0146	-0.0421
Si	0.0136	-0.0091	-0.0413
Si	-0.0085	0.0194	-0.0375
Si	-0.003	0.009	0.0069
Si	0.0046	-0.0098	-0.0021
Si	0.0008	0.0028	0.0135
Si	0.0035	-0.0076	0.0038
Si	0.0043	0.0033	0.0139
Si	0.0016	0.0087	0.0166
Si	-0.0006	-0.0055	0.0101
Si	-0.0103	-0.0005	-0.0013
Si	0.0039	-0.0044	0.0065
Si	-0.0013	0.0031	-0.0194
Si	-0.0003	0.0022	-0.017
Si	-0.0077	0.0078	-0.0037
Si	0.0039	-0.0015	-0.0138
Si	0	0.0017	-0.0019
Si	0.0076	-0.0085	-0.0031
Si	0.0002	0.0081	-0.0157
Si	-0.0074	-0.0015	-0.0143
Si	0.0061	0.0018	-0.0145
Si	0.0033	0.0001	-0.0111
Si	-0.002	0.0025	-0.0135
Si	-0.0005	-0.0003	-0.0072
Si	-0.0002	-0.002	-0.0127
Si	-0.0006	-0.0017	-0.0171
Si	-0.0085	-0.011	-0.0092
Si	0.0077	-0.0052	0.0016
Si	-0.0139	0.0009	0.0071
Si	0.0129	-0.0075	0.0018
Si	-0.0061	0.0171	0.0081
Si	-0.009	0.0023	-0.0021
Si	0.0048	-0.0078	0.0007
Si	-0.0033	0.0099	-0.0024
Si	0.0076	-0.0087	-0.0025
Si	0.0732	-0.0409	0.0225
Si	-0.0541	0.0913	-0.0106
Si	0.0622	-0.0689	0.0099
Si	-0.0981	0.0325	-0.0076
Si	-0.0631	0.0612	-0.044
Si	0.0407	-0.0982	0.0532
Si	-0.1028	0.0579	0.0033
Si	0.0366	-0.0767	0.0293
Si	0.0405	-0.0024	0.0766
Si	-0.021	0.0189	-0.0134
Si	-0.1246	-0.0491	-0.0195
Si	0.1209	-0.07	0.0595
Si	-0.0951	0.1747	-0.2206
Si	0.0572	-0.0946	0.0528
Si	0.0879	-0.084	0.07
Si	0.0327	0.1398	-0.0848
Si	0.0226	-0.0343	-0.0044
Si	-0.0174	0.0103	-0.0112
Si	-0.0253	0.0032	-0.0177
Si	0.0272	-0.0211	-0.0019
Si	-0.0017	0.0286	-0.0144
Si	0.0001	-0.0049	-0.0124
Si	0.0019	0.0001	-0.0164
Si	-0.0104	0.0179	-0.0074
Si	-0.0362	-0.0501	0.0201
Si	0.0139	0.0263	-0.0173
Si	0.0354	0.0287	0.0313
Si	-0.0311	-0.0185	-0.002
Si	-0.0027	-0.0222	0.0303
Si	-0.0299	-0.0328	0.0296
Si	0.0245	0.0119	0.0321
Si	0.0368	0.0301	0.0136
Si	-0.005	0.0025	-0.0081
Si	-0.0203	0.0106	-0.0796
As	0.0327	-0.0413	-0.0641
Si	0.0164	0.0024	-0.0033
Si	-0.0037	0.0041	-0.0237
Si	-0.0155	0.0157	-0.0011
Si	0.0046	-0.0225	-0.0119
Si	-0.0582	0.0505	-0.0244
Si	-0.0065	-0.0443	0.0281
Si	0.066	-0.0518	-0.0703
Si	-0.0081	0.0146	0.0032
As	-0.0503	0.0808	0.1827
Si	0.0111	0.0104	0.014
Si	0.049	-0.014	0.0246
Si	-0.0251	0.0174	0.0302
Si	-0.0211	0.0066	-0.017
Si	0.0987	0.0637	0.0452
Si	-0.0225	-0.0378	0.0562
Si	0.0091	-0.0068	0.0528
Si	-0.0451	-0.0958	0.0504
Si	0.0077	-0.006	0.0536
Si	-0.0199	0.0048	0.0361
Si	-0.0013	0.0379	0.0414
Si	0.0489	0.016	0.0642
O	-0.0252	-0.0281	0.0291
O	-0.0393	-0.0222	-0.0057
O	-0.0003	-0.0012	-0.0178
O	0.0004	0.0013	-0.0168
O	0.0284	0.0278	0.0206
O	0.0111	0.0385	-0.0092
O	-0.0011	-0.0018	-0.0179
O	0.0011	-0.0076	-0.0178
O	-0.0056	-0.0012	-0.0248
O	-0.0062	0.0101	-0.0132
O	0.0113	0.0089	-0.0081
O	-0.0173	-0.0224	-0.0014
O	-0.0019	-0.01	0.0071
O	0.0028	0.0097	0.0094
O	0.0032	-0.0134	-0.0083
O	-0.0006	-0.0042	-0.004
O	-0.0092	-0.0007	0.0031
O	0.0042	0.0122	0.0056
O	-0.0004	0.0069	0.0074
O	-0.0041	-0.0103	0.0083
O	0.0133	0.007	0.0104
O	-0.0118	-0.0113	0.0141
O	0.0075	0.0014	0.0108
O	0.0038	-0.0007	0.0058
Si	0.0023	0.0019	-0.0005
Si	-0.0037	0	0.002
Si	0.0042	-0.0018	-0.0024
Si	-0.0029	0.0011	-0.0004
Si	0.0008	0.0022	-0.0012
Si	0.0014	0.0006	0.0015
Si	0.0033	-0.0022	-0.0061
Si	-0.0007	-0.0002	0.0007
Si	0.001	-0.0024	-0.0018
Si	-0.0025	-0.0006	-0.0019
Si	0.0001	0.0026	0.0048
Si	0.0034	0.0006	0.0069
Si	0.0023	0.0074	-0.0205
Si	0.0011	0.0077	0.0066
Si	0.0055	0.0061	0.0058
Si	0.0038	-0.0011	-0.002
Si	-0.0005	0.0006	-0.0026
Si	0.0003	-0.0038	-0.0006
Si	-0.0037	0.0036	0.0014
Si	-0.0046	0.0065	0.0008
Si	0.0003	0.0001	-0.0021
Si	-0.0017	0.0019	0.004
Si	0.0024	-0.0043	-0.0055
Si	-0.0181	-0.0017	-0.0206
Si	-0.0026	-0.0013	-0.007
Si	0.0026	0.0015	0.0051
Si	-0.0087	0.0033	0.01
Si	-0.0056	0	0.0015
Si	-0.0013	-0.0026	0.0044
Si	0.0026	-0.0031	0.0004
Si	-0.0039	0.0038	0.0002
Si	0.0005	-0.0027	0.0045
Si	0.0034	0.0017	0.002
Si	0.0008	-0.0043	0.0052
Si	-0.0005	0.0003	-0.0006
Si	0.0026	0.0006	-0.0033
Si	-0.0009	-0.0067	0.0025
O	-0.0049	0.0082	0.0072
O	0.0129	-0.0051	0.0082
O	0.0132	0.0016	0.0052
O	0.0052	-0.0226	-0.0041
O	-0.0057	-0.0039	-0.0041
O	0.0129	0.0205	0.0003
O	0.0023	-0.0038	-0.0155
O	-0.0038	0.0283	-0.0026
O	0.0109	0.0066	0.0094
O	0.0181	-0.0166	0.0126
O	-0.0073	-0.0017	0.0136
O	-0.0047	0.0003	-0.0093
O	0.0051	0.0059	-0.0095
O	0.0002	0.014	-0.0132
O	0.0006	0.0202	0.0025
O	0.0081	-0.0087	-0.008
O	-0.0103	-0.0083	-0.008
O	0.005	-0.0203	0.0099
O	0.0013	-0.0094	-0.0015
O	-0.0024	-0.0037	0.016
O	0.0094	-0.0055	0.0058
O	-0.0086	-0.0177	-0.0103
O	0.0007	-0.0081	-0.0062
O	0.0212	-0.0207	0.0045
O	-0.001	0.0031	0.0186
O	-0.0002	0.0089	-0.0219
O	-0.0152	0.0101	-0.0251
O	-0.0025	-0.0108	0.0305
O	0.0124	0.0019	0.0079
O	0.0026	0.0102	-0.0215
O	0.0026	-0.011	-0.0076
O	0.0015	0.0065	-0.0102
O	0.0019	0.0344	0.0223
O	0.0144	-0.006	0.0145
O	-0.0042	-0.0146	-0.0018
O	-0.009	0.0015	-0.0135
O	-0.0069	-0.0067	-0.0144
O	0.009	0.0066	0.0047
O	-0.0061	0.0053	0.0128
O	-0.0211	0.0007	-0.0065
O	-0.0162	0.0018	-0.0112
O	0.0144	0.0087	-0.0009
O	0.0024	-0.0169	-0.0052
O	-0.0165	-0.0002	0.0016
O	-0.0072	0.0187	0.0182
O	-0.0128	0.004	0.0137
O	0.0093	-0.0053	-0.0035
O	-0.0178	0.0092	-0.0016
O	0.0092	0.012	0.0077
O	0.0131	-0.0031	-0.0031
O	0.0155	0.0016	0.0142
O	0.0057	-0.0217	0.0026
O	0.0098	-0.0058	-0.0072
O	0.0058	0.0066	0.0107
O	-0.0229	-0.0078	-0.0147
O	-0.0006	-0.013	0.0126
O	-0.0134	0.0146	0.016
O	-0.0185	-0.0035	0.0183
O	0.0011	0.0032	0.0001
O	-0.004	0.0091	-0.0051
O	-0.0113	-0.0115	-0.0008
O	0.0006	0.0127	-0.0279
O	0.005	0.0067	-0.0086
O	0.0135	-0.002	-0.0181
O	-0.0095	0.0096	0.0211
O	0.0005	-0.0061	-0.0034

The program warned: the cutoff lies below the one the program advises for these potential files; the exchange-correlation potential is rough where the density is thin.
